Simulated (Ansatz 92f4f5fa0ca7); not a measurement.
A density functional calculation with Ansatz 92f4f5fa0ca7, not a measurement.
Periodic cell of 215 atoms, Si131O82P2, from a study of silicon, its oxide and their interface. The atomic structure is a simulated model.
Doubt: the cutoff is far below the 930 eV that the study's wrapper takes by default for these files, so forces and energies are approximate.
This geometry differs little from another in the collection (a relaxation step or a small displacement).

Settings: functional PBE; potential files Ansatz PAW; basis plane waves; wave-function cutoff 580 eV; density cutoff ratio 5; exchange-correlation grid ratio 1; k mesh 1 x 1 x 1, Gamma-centred; self-consistency stop 5e-08 eV per atom in the density residual; occupations fixed; spin none; net charge 0.

Cell vectors (angstrom)
a	10.938	0	0
b	0	10.938	0
c	0	0	31.5432

Atoms: element, x, y, z (angstrom)
Si	10.4347	0.5732	24.332
Si	6.0379	10.5019	24.1306
Si	2.1285	3.2467	24.0726
Si	8.7019	2.2564	24.2882
Si	0.4974	5.0524	24.1484
Si	5.048	5.8965	24.1827
Si	3.389	7.651	24.1451
Si	7.8257	8.8277	23.9819
Si	1.3424	1.4786	25.4465
Si	6.9088	1.3081	25.472
Si	4.0227	4.1045	25.3165
Si	9.6592	4.1004	25.4012
Si	1.4879	6.8182	25.3496
Si	6.8909	6.9489	25.2343
Si	4.2224	9.5354	25.3264
Si	9.5247	9.6407	25.4249
Si	2.7777	0.0032	26.6406
Si	8.2106	-0.0192	26.9219
Si	0.0075	2.7733	26.8997
Si	5.4472	2.7374	26.6591
Si	2.7484	5.4452	26.8216
Si	8.2201	5.5223	26.624
Si	0.0366	8.2093	26.6458
Si	5.541	8.2023	26.7812
Si	4.1124	1.3641	28.069
Si	9.5791	1.3792	28.2167
Si	1.3789	4.1308	28.2166
Si	6.8356	4.1333	28.0241
Si	4.1414	6.8313	28.1279
Si	9.5959	6.8459	28.0507
Si	1.395	9.5805	28.0446
Si	6.8305	9.5515	28.2171
Si	0.0305	-0.0184	29.4934
Si	5.4499	0.0146	29.5014
Si	2.7535	2.7172	29.4961
Si	8.1756	2.7677	29.4852
Si	-0.0187	5.4968	29.5038
Si	5.4885	5.4578	29.4816
Si	2.7427	8.2051	29.4659
Si	8.2326	8.177	29.499
Si	1.3673	1.3673	30.8594
Si	6.8362	1.3673	30.8594
Si	4.1018	4.1018	30.8594
Si	9.5708	4.1018	30.8594
Si	1.3673	6.8362	30.8594
Si	6.8362	6.8362	30.8594
Si	4.1018	9.5708	30.8594
Si	9.5708	9.5708	30.8594
Si	2.7345	0	0.6835
Si	8.2035	0	0.6835
Si	0	2.7345	0.6835
Si	5.469	2.7345	0.6835
Si	2.7345	5.469	0.6835
Si	8.2035	5.469	0.6835
Si	0	8.2035	0.6835
Si	5.469	8.2035	0.6835
Si	4.1096	1.3558	2.0527
Si	9.5369	1.3905	2.0517
Si	1.3361	4.128	2.0599
Si	6.8425	4.0814	2.0654
Si	4.0734	6.8607	2.0502
Si	9.5968	6.8106	2.0496
Si	1.3693	9.5664	2.0659
Si	6.8296	9.5742	2.0643
Si	-0.0395	0.0056	3.3568
Si	5.4625	-0.007	3.4753
Si	2.7021	2.7243	3.3541
Si	8.1806	2.7106	3.5243
Si	-0.0246	5.474	3.5163
Si	5.4415	5.4704	3.3461
Si	2.7276	8.2073	3.5123
Si	8.2334	8.1827	3.3752
Si	1.3049	1.3698	4.6586
Si	6.8153	1.3091	4.9152
Si	4.0603	4.1131	4.6429
Si	9.5486	4.09	4.923
Si	1.3379	6.8506	4.9228
Si	6.855	6.8103	4.6781
Si	4.1068	9.5869	4.8883
Si	9.5674	9.552	4.7462
Si	2.6186	0.0458	6.1037
Si	8.2648	-0.1139	6.2581
Si	-0.0022	2.6469	6.1795
Si	5.3628	2.7625	6.0812
Si	2.7584	5.421	6.1464
Si	8.0606	5.4652	6.2154
Si	-0.0285	8.3275	6.2689
Si	5.5561	8.1198	6.1358
Si	3.4683	1.9341	7.1673
Si	10.0635	0.8462	7.4493
Si	1.7843	3.6389	7.3192
Si	6.1855	4.5104	7.385
Si	4.6341	6.2914	7.2548
P	9.1192	7.2367	7.2441
Si	0.9092	10.1779	7.5163
P	7.432	8.8836	7.2993
O	4.596	6.6043	8.882
O	1.3716	3.9691	8.9054
O	9.7107	6.5564	8.6328
O	1.2991	10.1201	9.1529
O	6.0716	4.2175	9.0315
O	3.6993	1.597	8.7636
O	7.1832	8.9259	8.9394
O	9.7187	1.1171	9.0503
O	8.2624	2.5225	22.7182
O	10.9977	5.5384	22.6219
O	5.6234	0.0729	22.6124
O	5.2873	5.404	22.615
O	2.1529	2.809	22.463
O	3.3235	7.853	22.4912
O	8.3713	8.7427	22.3983
O	-0.1639	11.2281	22.7451
Si	2.1414	2.9825	12.8558
Si	8.6997	1.2868	10.2985
Si	1.0577	4.498	15.327
Si	7.5637	5.5612	12.1531
Si	2.4111	8.1817	21.1894
Si	5.4385	7.7744	12.4052
Si	9.2668	0.4523	15.4663
Si	2.9141	-0.0508	16.6223
Si	10.4575	1.1589	12.5775
Si	7.7644	2.8255	21.2144
Si	9.1145	8.7787	14.4074
Si	1.4582	4.7798	10.3097
Si	4.4794	9.4789	19.1081
Si	11.0694	6.0961	21.0952
Si	6.6105	10.4507	14.8105
Si	5.384	0.7266	21.1508
Si	2.3483	9.7924	10.3687
Si	0.4265	10.6369	21.3729
Si	5.8518	5.2523	21.1097
Si	3.6365	7.0763	10.0818
Si	9.0433	5.6917	14.81
Si	3.662	4.0855	19.0676
Si	10.0259	3.6643	19.2875
Si	4.2732	8.6707	15.308
Si	0.4521	1.9094	17.1345
Si	6.795	7.5282	19.2231
Si	5.2581	3.6165	16.7122
Si	7.7836	5.0107	17.4877
Si	6.6952	9.8729	10.2337
Si	4.4035	1.0091	10.0725
Si	-0.0516	9.08	11.8505
Si	9.096	8.6317	20.9266
Si	4.5441	1.6687	14.5457
Si	2.4443	2.0898	21.0295
Si	6.348	3.3012	10.3486
Si	3.4393	5.9136	16.696
Si	9.8561	6.5557	10.2818
O	0.1214	2.6247	18.5615
O	2.9362	9.63	15.5328
O	10.8505	4.8092	20.1154
O	7.5765	2.361	9.8603
O	10.9017	5.3656	10.7142
O	6.5952	6.7019	12.8146
O	10.2959	8.0818	10.6938
O	7.6509	9.4589	13.9484
O	8.3955	6.2126	10.9058
O	5.3486	10.4897	20.0363
O	2.145	3.7591	11.4038
O	7.9754	8.5415	19.7363
O	6.2121	6.7247	20.5229
O	5.5059	2.7079	15.38
O	1.2991	0.9338	20.6884
O	6.1194	8.9665	11.4723
O	4.6213	4.9801	16.0765
O	6.5984	3.8984	17.6019
O	10.5257	10.6634	11.7981
O	5.572	0.4982	13.956
O	8.0092	5.0897	15.888
O	9.7366	9.8129	15.517
O	-0.3993	5.1634	15.1204
O	1.5645	6.8366	20.7799
O	1.5013	0.6285	17.1468
O	6.5918	1.7672	20.792
O	1.0015	1.8024	12.7857
O	3.2596	5.5015	18.2938
O	9.49	1.9866	11.5573
O	1.0041	3.0922	16.1538
O	8.6202	5.1596	13.3281
O	10.2347	8.5402	13.238
O	1.4449	9.4025	21.6619
O	10.0732	9.9363	20.5992
O	3.2218	0.1665	10.8702
O	5.1151	2.2994	10.8159
O	1.7212	4.1567	13.89
O	7.9642	10.7961	10.6972
O	9.1377	4.4674	18.1855
O	5.6425	9.502	15.7467
O	5.5442	-0.0818	9.651
O	3.5806	2.3188	13.3644
O	1.98	5.6373	16.0301
O	9.7132	1.0664	14.0183
O	4.3697	6.9344	11.5165
O	4.7569	4.486	20.1941
O	9.9514	1.3219	16.6331
O	6.7199	4.2642	11.6222
O	5.5802	8.3975	18.5549
O	9.0619	2.7399	20.2292
O	3.5953	1.1318	15.7493
O	4.2174	3.0767	17.8782
O	9.9117	7.2188	20.8833
O	3.3414	8.6486	9.7775
O	3.9449	7.416	16.305
O	7.6329	0.4768	15.6633
O	8.9063	7.3032	15.0175
O	3.9272	1.4375	21.1335
O	1.5786	9.1119	11.6623
O	2.3121	6.1512	10.1179
O	7.3488	6.455	18.1178
O	7.2148	4.3591	21.1198
O	4.6029	8.2824	13.7326
O	3.3302	8.6614	19.9374
O	2.4954	3.2429	19.8524
O	3.7359	10.3479	17.9342

Results
free energy: -131423.257 eV
free energy less fixed offsets of O -568.88, P -755.39, Si -635.61 eV per atom: 0.593 eV

Forces (eV/angstrom), in the order of the atoms: element, x, y, z
Si	-0.0016	-0.0025	-0.0103
Si	-0.0116	-0.0035	-0.0045
Si	-0.0001	0.004	-0.0201
Si	0.0006	0.0032	-0.007
Si	-0.0049	-0.0004	-0.0059
Si	0.0017	-0.0032	-0.0199
Si	-0.0013	0.0061	-0.009
Si	0.0021	0.0028	-0.0145
Si	-0.0159	0.0119	0.0224
Si	0.0144	-0.0121	0.0241
Si	-0.0071	-0.0014	0.0116
Si	0.0065	-0.0138	0.0189
Si	0.0076	-0.0082	0.0134
Si	-0.0043	0.0015	0.0072
Si	0.0058	-0.009	0.0056
Si	-0.0148	0.0075	0.0266
Si	0.0035	0.001	-0.0177
Si	0.0026	0.0026	-0.0198
Si	0.0021	0.0052	-0.0176
Si	0.0006	0.0002	-0.0125
Si	0.0003	0.0049	-0.016
Si	0.0089	0.0022	-0.0169
Si	0.001	0.0035	-0.0141
Si	0.0013	0.0039	-0.015
Si	-0.005	0.0092	0.0075
Si	0.0029	0.0022	-0.0169
Si	0.0125	-0.0097	-0.0195
Si	0.0075	-0.0154	0.0136
Si	-0.0095	0.0089	0.0148
Si	-0.0067	0.0073	0.0127
Si	-0.0021	-0.0006	0.0154
Si	0.0076	0.0022	-0.0198
Si	0.0058	-0.0164	-0.0036
Si	-0.002	0.0056	0.0054
Si	0.0043	-0.005	-0.0026
Si	-0.0162	0.0171	-0.0019
Si	-0.0115	0.0067	0.0062
Si	0.0063	-0.0082	-0.0051
Si	-0.0082	0.0044	-0.0027
Si	0.0091	-0.0071	-0.0019
Si	0.1544	-0.1007	0.1063
Si	-0.1232	0.124	-0.0572
Si	0.1682	-0.085	0.0092
Si	-0.1518	0.1248	-0.0349
Si	0.0131	0.1979	-0.0911
Si	0.1136	-0.1966	0.0601
Si	-0.1277	0.0396	-0.0443
Si	0.1925	-0.0883	0.0571
Si	0.0318	-0.1426	0.1379
Si	-0.1663	0.1393	0.0163
Si	-0.1798	0.1121	0.0424
Si	0.0922	-0.0912	0.1096
Si	-0.163	0.1117	0.0231
Si	0.0843	-0.1888	0.1692
Si	0.2049	-0.098	0.1127
Si	-0.1206	0.1404	0.0383
Si	0.0044	-0.0008	0.0128
Si	-0.0228	0.0245	0.0198
Si	-0.0237	0.0229	0.0195
Si	0.0176	-0.0134	0.0168
Si	-0.0175	0.0306	0.0192
Si	-0.0069	0.0081	0.002
Si	0.0176	-0.0037	0.0138
Si	0.0159	-0.0125	0.0171
Si	-0.0053	-0.0542	0.0571
Si	-0.0104	0.0078	-0.0247
Si	0.0045	-0.021	0.0013
Si	-0.0275	-0.0136	-0.0147
Si	-0.0004	-0.0005	-0.0116
Si	0.0233	-0.0019	0.0583
Si	0.0112	0.0155	-0.0124
Si	-0.0035	0.0007	0.1216
Si	0.0025	0.0025	0.0725
Si	0.079	-0.0292	0.0112
Si	0.0024	0.0094	0.0747
Si	-0.0463	0.025	0.0548
Si	-0.0249	0.0456	0.0609
Si	0.0275	0.0091	-0.021
Si	0.0239	-0.0576	0.0162
Si	0.0078	0.0158	-0.0521
Si	0.0121	0.0579	0.0206
Si	0.081	0.0683	-0.0078
Si	0.0405	-0.0047	0.0038
Si	-0.0733	-0.0299	0.0229
Si	-0.0019	-0.047	0.0063
Si	-0.025	0.0771	0.0213
Si	-0.0783	0.0055	0.0213
Si	-0.0802	-0.1139	0.0139
Si	-0.0399	0.0523	-0.0982
Si	0.028	0.0373	-0.0855
Si	-0.0077	0.0054	-0.0657
Si	-0.0298	-0.04	0.0112
Si	-0.0243	-0.0223	-0.0819
P	-0.0995	0.0484	-0.0438
Si	0.0231	0.033	-0.0022
P	0.1358	-0.1277	-0.0378
O	-0.0298	0.0262	0.0086
O	-0.0139	0.0233	0.0413
O	0.0657	-0.0363	-0.0429
O	0.0226	-0.0088	0.0049
O	0.0155	-0.027	0.0127
O	0.0511	-0.0255	0.0333
O	-0.0329	0.0516	-0.0485
O	-0.0217	0.006	0.0202
O	-0.0009	-0.0004	0.0059
O	0.002	-0.0005	0
O	0.0014	0.0021	0.0051
O	-0.0013	0.0029	0.0082
O	0.0026	-0.0006	0.0052
O	0.0014	0.002	-0.0015
O	-0.0032	0	0.0038
O	0.004	0.0018	0.0057
Si	-0.0062	-0.0021	-0.043
Si	0.0134	0.012	-0.0567
Si	0	-0.0032	-0.0055
Si	-0.0025	-0.0105	-0.0398
Si	-0.0059	-0.0037	0.0171
Si	-0.0193	-0.0339	-0.0361
Si	0.003	-0.0015	-0.0057
Si	0.0062	0.0071	0.014
Si	0.0091	0.0016	-0.0158
Si	0.0015	-0.0008	0.0081
Si	-0.0043	-0.0071	-0.0103
Si	0.0319	-0.0258	-0.1217
Si	0.0041	0.0009	0.0238
Si	0.0047	0.0023	0.0111
Si	0.0204	0.0054	-0.0012
Si	0.0006	0.0029	0.0075
Si	-0.0152	-0.0002	-0.0726
Si	0.0054	-0.0001	0.0111
Si	0.0039	0.0016	0.0158
Si	-0.018	-0.0559	-0.0658
Si	0.0028	0.0051	-0.0075
Si	-0.0019	-0.0026	0.0202
Si	0	0.002	0.0202
Si	-0.0016	0.0161	0.0004
Si	-0.0046	0.0038	0.0125
Si	0.0009	0.0038	0.0201
Si	0.0016	0.002	0.0119
Si	0.0045	0.0007	0.0118
Si	0.0257	-0.0092	-0.1753
Si	-0.0193	0.0148	-0.089
Si	0.0055	0.0128	-0.0168
Si	0.0071	0.0008	0.0137
Si	-0.005	-0.0003	-0.0178
Si	-0.0006	-0.0044	0.018
Si	0.0205	0.038	-0.093
Si	0.0013	-0.0083	0.0115
Si	-0.0169	0.0117	-0.1884
O	0.0054	-0.0048	-0.0161
O	0.0036	-0.0079	-0.004
O	-0.001	-0.0011	-0.0103
O	0.0158	0.0072	0.0408
O	-0.0219	0.0166	0.0088
O	0.008	0.0068	-0.0036
O	-0.004	-0.0081	0.0171
O	-0.0055	-0.0033	-0.0074
O	0.0087	-0.0028	0.0104
O	-0.0015	-0.0017	-0.0107
O	0.0034	-0.0131	0.0411
O	-0.0035	-0.0025	-0.0116
O	-0.001	0	-0.0129
O	-0.0001	0	-0.0009
O	0.0003	0.0006	-0.0094
O	0.0083	-0.0056	-0.0393
O	-0.0004	0.0051	-0.0054
O	-0.0026	-0.0023	-0.0106
O	-0.0102	-0.0235	0.002
O	0.0042	-0.0001	-0.0036
O	-0.0003	0.0005	-0.0001
O	0.006	0.0002	-0.0007
O	-0.0004	-0.0001	-0.0002
O	0.0004	-0.0008	-0.0114
O	0.0028	-0.0015	-0.0105
O	-0.0001	0.0004	-0.0085
O	-0.006	-0.0097	0.0055
O	0.0017	0.0061	-0.0142
O	-0.0136	0.0009	0.0021
O	-0.0001	0.0034	-0.0071
O	-0.0059	0.0013	-0.002
O	0.0034	0.0059	0.0002
O	0.0005	0.002	-0.0189
O	-0.0054	-0.0032	-0.0104
O	0.0116	0.0121	0.0202
O	-0.0189	-0.0312	0.0181
O	-0.0057	0.0058	0.017
O	-0.013	-0.0022	0.0395
O	-0.0027	0.0008	-0.0118
O	-0.0083	-0.0133	0.001
O	-0.0122	0.0039	0.017
O	0.0046	-0.0022	0.013
O	-0.0003	0.0001	-0.0106
O	0.0042	0.0048	0.0052
O	0.0163	0.0224	0.0392
O	-0.0014	-0.0002	-0.0151
O	-0.0016	-0.0069	-0.0055
O	0.0055	0.0065	0.015
O	0.001	-0.0001	-0.0075
O	0.0007	0.0015	-0.0107
O	0.0008	-0.0017	0.0008
O	0.0028	-0.0024	-0.0121
O	0.0005	-0.0008	-0.0109
O	-0.0044	0.0085	0.0281
O	-0.0006	0.0015	-0.0202
O	-0.0001	0.0039	0.0033
O	-0.0019	0.0048	-0.0006
O	0.0059	0.0007	-0.0122
O	-0.0125	0.0027	0.0096
O	0.0098	0.0107	0.0495
O	0.0013	-0.0031	-0.0132
O	-0.0043	-0.0023	-0.0107
O	-0.0012	-0.0021	-0.0041
O	0.0054	-0.0006	-0.0148
O	0.0022	0.0042	-0.016
O	-0.0054	0.0022	-0.0152

The program warned: the cutoff lies below the one the program advises for these potential files; the forces do not sum to zero within the program's tolerance; the exchange-correlation potential is rough where the density is thin.
